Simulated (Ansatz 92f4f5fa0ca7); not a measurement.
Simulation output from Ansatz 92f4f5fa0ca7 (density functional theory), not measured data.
Periodic cell of 252 atoms, Si132O88H32, with a vacuum gap, from a study of silicon, its oxide and their interface. The atomic structure is a simulated model.

Settings
functional: r2SCAN
potential files: Ansatz PAW
basis: plane waves
wave-function cutoff: 800 eV
density cutoff ratio: 5
exchange-correlation grid ratio: 1
k mesh: 1 x 1 x 1, shifted by 0.5 0.5 0 of a step
self-consistency stop: 1e-11 eV per atom in the density residual
occupations: fixed
spin: none
net charge: 0
applied field: sawtooth along c, amplitude +0.015 V/angstrom in the program's sign convention, ramp centred at 0.9888 of c and 0.0225 of c wide, no dipole correction

Cell vectors (angstrom)
a  10.887  0  0
b  0  10.887  0
c  0  0  44.4675

Atoms: element, x, y, z (angstrom)
Si  0.0761  0.3486  24.8604
Si  3.6257  3.2999  32.0475
Si  -0.0383  8.1014  33.4828
Si  6.9504  4.5556  25.7302
Si  12.5439  -3.1813  30.1249
Si  7.3397  -0.8661  27.9356
Si  6.6172  7.6867  29.9372
Si  9.4291  12.24  28.6895
Si  1.7591  1.6295  32.3131
Si  5.3955  2.5193  30.4128
Si  3.7872  8.9128  30.2676
Si  4.4819  10.022  32.2851
Si  6.1601  0.9811  32.2036
Si  10.1035  4.6391  32.3133
Si  7.4128  7.5443  32.1524
Si  7.9808  10.9512  33.5094
Si  0.1076  2.8145  33.5143
Si  2.806  0.0423  33.6501
Si  0.9441  6.4127  32.0983
Si  2.7343  5.2935  33.2251
Si  5.2539  2.6041  33.6249
Si  9.1202  -1.6107  32.3835
Si  5.577  8.3063  33.4747
Si  8.2204  5.6091  33.3538
Si  1.4715  4.1086  34.8878
Si  4.0509  1.3419  35.1313
Si  1.3479  9.4855  34.7794
Si  4.1131  6.7658  34.5893
Si  6.7871  4.1224  34.6523
Si  9.4939  1.4175  34.7265
Si  6.7775  9.5943  35.0002
Si  9.5062  6.83  34.9258
Si  -0.0378  -0.0026  36.0975
Si  2.6922  2.7551  36.3463
Si  0.0283  5.4439  36.202
Si  2.7412  8.0946  36.062
Si  5.4391  -0.0162  36.3818
Si  8.1414  2.7776  36.0858
Si  5.4369  5.4519  36.0665
Si  8.1632  8.202  36.2718
Si  1.2876  1.3175  37.5398
Si  4.1252  4.1323  37.5639
Si  1.3959  6.8104  37.5272
Si  4.0231  9.4338  37.5356
Si  6.8447  1.4253  37.5574
Si  9.5232  4.0595  37.5
Si  6.767  6.7799  37.5094
Si  9.5435  9.569  37.5669
Si  -0.0531  2.6698  6.9277
Si  2.6828  -0.0499  6.9055
Si  0.0181  8.1699  6.928
Si  2.7333  5.4579  6.9606
Si  5.4457  2.7267  6.9563
Si  8.1944  0.0667  6.9569
Si  5.3852  8.1027  6.9182
Si  8.151  5.4077  6.887
Si  1.3752  3.9943  8.2272
Si  4.0484  1.3175  8.2683
Si  1.3538  9.527  8.3091
Si  4.0746  6.7885  8.3667
Si  6.8214  4.0542  8.2927
Si  9.5289  1.3862  8.3978
Si  6.7346  9.5582  8.1556
Si  9.5242  6.7569  8.2348
Si  0.0693  0.0271  9.7045
Si  2.7065  2.6662  9.6634
Si  0  5.3132  9.5718
Si  2.6956  8.1883  9.6867
Si  5.414  -0.042  9.6185
Si  8.1284  2.7407  9.7429
Si  5.4557  5.368  9.6527
Si  8.0781  8.1843  9.4393
Si  1.3589  1.4043  11.1777
Si  4.1411  3.9645  11.02
Si  1.3812  6.6637  10.882
Si  5.3602  8.055  12.2769
Si  6.773  1.2876  11.022
Si  9.4798  4.1202  11.103
Si  6.7797  6.8374  10.8718
Si  9.4694  9.4898  10.7794
Si  1.0994  4.3803  13.6732
Si  3.0187  0.2806  12.4977
Si  -2.4843  7.2941  14.3672
Si  2.7573  5.3123  12.3051
Si  4.3118  6.448  13.6694
Si  9.5879  0.9383  13.6788
Si  -1.5616  18.3945  18.9187
Si  8.5441  6.0463  12.1908
Si  -0.1446  2.7184  12.5245
Si  5.3202  2.4505  12.4591
Si  2.9266  6.4384  16.528
Si  10.7013  7.3144  13.9642
Si  6.1998  4.2712  14.911
Si  7.0386  -1.808  13.4732
Si  8.1491  10.7172  12.223
Si  10.3133  7.5887  11.7544
Si  0.1547  -0.3478  30.3327
Si  -3.691  4.7865  28.9026
Si  -10.3302  6.5572  27.2954
Si  0.2765  0.3519  17.0428
Si  15.3914  11.1862  28.253
Si  0.293  -5.9728  23.0838
Si  -14.1994  17.9841  23.9801
Si  9.4067  8.6373  25.9605
Si  8.2048  4.2757  16.4955
Si  -0.262  -0.6289  19.7603
Si  -1.8347  2.7477  24.1648
Si  -4.6703  8.9142  23.1629
Si  3.9807  3.9961  24.9451
Si  7.5774  7.775  17.283
Si  17.3459  21.1148  16.2164
Si  -13.9573  11.6064  20.3762
Si  -6.94  15.2097  17.0942
Si  4.3134  -9.8927  21.3159
Si  -9.2128  -11.2975  22.2373
Si  3.2666  8.0364  23.5005
Si  -3.9076  11.7923  22.5843
Si  1.4585  14.0407  16.576
Si  -8.4787  1.8007  26.4011
Si  -22.9349  3.7066  30.2611
Si  5.4028  -11.7811  20.385
Si  4.7151  3.8058  20.0348
Si  1.9141  17.1746  25.4592
Si  7.6821  3.7614  19.6269
Si  -6.8415  9.5586  11.065
Si  15.6426  8.5221  17.8926
Si  3.174  -5.804  22.2965
Si  -10.882  16.4148  17.236
Si  1.1295  9.9123  14.6299
Si  -1.959  5.9284  21.4295
Si  -13.1611  23.0276  15.8384
Si  11.1678  14.4097  27.8966
O  -20.7704  8.3092  14.4697
O  -1.5881  0.0746  20.3457
O  -0.6341  7.6357  26.9404
O  18.1782  -1.8993  29.1968
O  5.502  3.8825  25.4607
O  3.1786  13.5151  25.2461
O  -2.9286  -8.7268  19.6041
O  -22.9982  -0.7212  31.0948
O  17.1519  25.5295  29.7677
O  10.41  5.9171  22.0752
O  11.7568  9.1292  30.1005
O  12.5491  -6.3978  22.3293
O  -7.386  11.7795  27.1516
O  14.3339  18.5713  17.4559
O  -6.3676  9.0758  19.3891
O  -11.134  -10.5897  28.9041
O  -4.611  25.7472  20.3982
O  -5.2136  -5.2743  14.1241
O  -6.656  -8.6124  20.2975
O  7.6511  20.2274  16.8684
O  -0.7014  19.7607  19.0502
O  -10.3045  4.0633  17.5956
O  4.6644  4.3182  18.5208
O  19.6063  4.6592  29.4119
O  6.9479  -4.8268  25.0907
O  -4.0951  17.2161  29.088
O  22.0576  5.7471  14.0573
O  -14.1  6.9688  15.847
O  1.3087  11.6917  25.7896
O  5.8205  10.4911  27.5816
O  -1.7459  23.9443  30.085
O  -5.8025  31.6326  16.9979
O  -0.5502  -22.7995  25.4473
O  -3.833  0.852  16.1829
O  -26.6025  29.299  17.8486
O  -20.9803  34.3911  16.4101
O  -3.7723  4.5142  27.329
O  -6.7302  -9.501  12.9724
O  18.6229  4.3575  18.0912
O  12.5558  2.89  27.3638
O  8.7206  4.5486  20.5972
O  14.3603  17.7012  15.032
O  3.1562  -16.5428  25.6224
O  -20.4987  -4.5202  16.62
O  7.9314  2.0523  23.2183
O  14.9419  -6.6448  23.3546
O  15.6205  30.4347  23.8143
O  7.9228  6.1643  22.6814
O  24.7111  3.0471  17.1758
O  11.6918  20.9644  20.9425
O  2.5302  7.6873  24.8996
O  10.3779  -4.5577  18.533
O  1.6253  14.7059  15.1115
O  15.9335  -6.9644  15.9832
O  5.9588  -1.9158  21.5438
O  -1.9978  -3.1031  24.6742
O  0.4916  0.2574  18.6296
O  10.1795  14.5556  23.418
O  2.4565  -0.4235  13.8769
O  -5.9614  12.445  29.1867
O  8.1045  -1.6382  26.73
O  -12.1998  0.3076  16.7541
O  -11.8376  -19.3033  27.6054
O  -5.4812  -9.4907  22.4887
O  8.7346  -3.7266  20.3938
O  10.7473  -21.9877  13.9795
O  12.0067  -0.7682  16.2402
O  -1.0452  1.5186  24.8609
O  -19.3647  -1.7568  22.7084
O  -14.8556  10.3868  23.4744
O  0.3114  -7.2006  29.5185
O  14.6816  37.4998  20.847
O  17.0895  -1.0898  14.6925
O  17.6129  10.6292  19.609
O  8.7994  13.6743  16.2802
O  11.5352  0.1312  23.3618
O  11.6716  5.6814  24.4262
O  11.994  22.5092  31.072
O  -2.6866  -18.0716  25.1504
O  14.1754  -4.2211  22.6292
O  -1.3368  5.2372  16.3299
O  -4.7291  13.9729  13.7512
O  -8.0678  11.5892  21.9061
O  3.7025  -0.8317  29.0903
O  1.252  -14.8426  28.7278
O  26.7807  7.8882  29.9377
O  -0.0158  -5.8778  27.3178
O  -2.7661  11.4113  28.2569
H  2.1176  0.504  38.4723
H  0.4694  2.1428  38.4723
H  3.2836  4.9338  38.4964
H  4.921  3.2852  38.4964
H  0.5686  7.6267  38.4597
H  2.2131  5.984  38.4597
H  4.8543  8.6215  38.468
H  3.2204  10.2742  38.468
H  7.6638  0.6008  38.4898
H  5.9938  2.2169  38.4898
H  8.6942  4.874  38.4324
H  10.3206  3.214  38.4324
H  7.5923  5.9616  38.4418
H  5.9275  7.5836  38.4418
H  8.7324  10.4014  38.4994
H  10.354  8.7361  38.4994
H  -0.8505  3.5153  5.9952
H  0.7652  1.8445  5.9952
H  3.4855  -0.8904  5.9731
H  1.8528  0.7636  5.9731
H  -0.7925  9.0028  5.9956
H  0.8454  7.3536  5.9956
H  1.9161  6.2843  6.0281
H  3.5749  4.6564  6.0281
H  4.65  3.5737  6.0238
H  6.2967  1.9351  6.0238
H  7.3753  0.8912  6.0245
H  9.0054  -0.7657  6.0245
H  4.554  8.915  5.9857
H  6.2247  7.2991  5.9857
H  7.3257  6.226  5.9545
H  8.98  4.5931  5.9545

Results
free energy: -135118.690 eV
free energy less fixed offsets of H -15.71, O -570.45, Si -639.56 eV per atom: 5.550 eV

Forces (eV/angstrom), in the order of the atoms: element, x, y, z
Si  0.0023  -0.001  0.0477
Si  0.004  0.0085  -0.0077
Si  -0.0415  -0.0316  0.0018
Si  -0.0008  -0.0021  0.0261
Si  0.0161  0.0003  0.0328
Si  -0.0086  0.0071  0.0416
Si  -0.0096  -0.0056  0.0276
Si  0.0017  -0.0027  0.032
Si  -0.004  -0.001  0.0011
Si  -0.0029  -0.0009  0.0282
Si  -0.0097  -0.0048  0.02
Si  -0.0132  -0.0093  -0.0048
Si  0.0089  0.0148  -0.0113
Si  -0.0183  -0.0111  -0.0105
Si  -0.0009  -0.0108  -0.0033
Si  -0.0362  -0.0393  0.0039
Si  0.0348  0.023  0
Si  0.0401  0.0586  0.0073
Si  0.0116  0.0154  -0.0006
Si  -0.0317  -0.0255  -0.002
Si  -0.0405  -0.0444  0.0124
Si  0.016  -0.0032  0.0133
Si  0.0289  0.0388  0.017
Si  0.0346  0.0286  0.0102
Si  -0.0123  -0.0312  0.0087
Si  0.0122  0.0027  -0.0094
Si  0.0246  0.0196  0.047
Si  0.0042  0.0043  0.0459
Si  -0.013  -0.0148  0.0256
Si  0.0174  0.011  0.0329
Si  -0.007  0.0081  -0.0035
Si  0.0064  0.0143  -0.001
Si  -0.0311  0.0159  0.2089
Si  0.0123  -0.0031  0.1344
Si  -0.004  0.0056  0.1321
Si  -0.0097  -0.0193  0.2045
Si  -0.042  0.0435  0.1393
Si  0.0159  0.0048  0.2026
Si  0.0018  0.0135  0.2097
Si  0.0121  -0.0423  0.1435
Si  0.0833  0.3171  0.4294
Si  -0.1655  -0.1435  0.2814
Si  -0.0755  -0.1389  0.1712
Si  0.2895  0.12  0.4968
Si  -0.2014  -0.1339  0.3915
Si  -0.0042  0.1699  0.2222
Si  0.0677  0.1328  0.227
Si  -0.0919  -0.1046  0.3138
Si  0.3622  0.0679  -0.3215
Si  0.2258  0.1706  -0.2926
Si  -0.2146  -0.1289  -0.2252
Si  -0.1314  -0.193  -0.2115
Si  -0.1245  -0.2261  -0.2903
Si  -0.2474  -0.1786  -0.2809
Si  0.0801  0.2924  -0.4332
Si  0.1382  -0.0049  -0.2909
Si  0.0043  -0.0169  -0.1226
Si  -0.0052  0.0171  -0.1456
Si  -0.0018  -0.0087  -0.2252
Si  0.0002  -0.0113  -0.1951
Si  -0.0024  0.0084  -0.2133
Si  0.0068  -0.0228  -0.2086
Si  0.0005  0.0114  -0.1287
Si  0.0245  -0.0003  -0.1291
Si  -0.0067  -0.004  -0.0387
Si  -0.0011  0.0192  -0.0198
Si  -0.0033  0.0006  -0.0198
Si  -0.0088  -0.0136  -0.0304
Si  0.0149  -0.013  -0.0297
Si  -0.0076  0.0035  -0.0298
Si  -0.007  -0.0008  -0.0189
Si  -0.0273  -0.019  -0.0155
Si  0.013  0.0253  -0.0022
Si  -0.0319  -0.0099  -0.0088
Si  -0.0261  -0.0203  -0.0017
Si  -0.0154  -0.0245  0.0135
Si  -0.0146  -0.0272  -0.0095
Si  0.0288  0.0311  -0.0086
Si  0.0385  0.0322  -0.003
Si  -0.0243  -0.0362  -0.0015
Si  0.0069  0.0067  0.0109
Si  -0.0222  -0.0107  0.015
Si  -0.0042  -0.0242  0.0185
Si  0.0156  0.0191  0.0149
Si  -0.0063  0.0003  0.0105
Si  -0.0025  0.0012  0.0025
Si  0.0002  0.002  0.0263
Si  0.0028  0.0085  0.0064
Si  -0.0145  -0.023  0.0141
Si  0.0165  0.0183  0.0125
Si  -0.0017  0.004  0.0115
Si  0.0053  0.0228  -0.0087
Si  0.0025  0.0105  0.0184
Si  -0.01  0.0055  0.0103
Si  0.0128  0.0151  0.0196
Si  -0.007  -0.0045  0.0152
Si  0.0059  0.0024  0.0304
Si  0.001  0.0011  0.041
Si  0.0045  -0.001  0.0432
Si  0.0001  0.0009  0.0143
Si  0.0023  0.0002  0.048
Si  0.0035  0.0043  0.0383
Si  0.0056  0.0003  0.0301
Si  -0.0031  0.0021  0.0491
Si  0.0007  0.0016  0.0219
Si  -0.0011  0.0009  0.0338
Si  0.0051  0.0039  0.0319
Si  0.003  -0.0071  0.0159
Si  -0.0017  -0.0049  0.0542
Si  -0.0026  -0.0031  0.0199
Si  -0.0012  -0.0018  0.0244
Si  -0.0025  0  0.0153
Si  0.0033  -0.002  0.021
Si  -0.0026  0.0011  0.0206
Si  -0.0042  -0.0001  0.0372
Si  -0.0024  -0.0054  0.0314
Si  0.0075  0.0033  0.0221
Si  -0.0005  -0.0049  0.0224
Si  0.0068  -0.0009  0.0435
Si  -0.0029  0.0082  0.0395
Si  0.004  0.0002  0.0262
Si  -0.0037  -0.0019  0.035
Si  -0.0024  -0.0027  0.0318
Si  0.0028  -0.0055  0.0247
Si  0.0317  0.0108  -0.0116
Si  -0.0017  0.0029  0.0296
Si  0.0005  0.001  0.0322
Si  -0.0032  0.0006  0.0168
Si  -0.0025  -0.0157  0.0182
Si  0.001  -0.0014  0.0434
Si  -0.0011  0.009  0.0123
Si  -0.0071  -0.003  0.0691
O  0.0029  0.0032  -0.0042
O  0.0072  -0.0064  -0.0114
O  -0.0047  0.0056  -0.0138
O  0.0055  0.0121  -0.0267
O  -0.005  0.0028  -0.0123
O  0.005  0.0079  -0.0156
O  0.0021  0.0059  -0.0089
O  0.0032  0.0105  -0.0057
O  0.0199  0.0209  -0.0243
O  -0.0068  0.004  -0.0234
O  -0.0066  0.0037  -0.0108
O  0.0006  0.0016  -0.0135
O  -0.0145  0.0109  -0.0311
O  -0.0023  -0.0038  -0.0094
O  -0.0011  -0.0088  -0.0196
O  -0.0079  0.0061  -0.0257
O  0.0001  0  -0.0094
O  -0.0032  -0.0001  -0.0051
O  0.0014  0.0076  -0.0173
O  -0.0012  0.0045  -0.0115
O  -0.0024  -0.0045  -0.0108
O  0.0009  -0.0007  -0.0177
O  -0.0084  0.005  -0.0227
O  -0.0081  0.0029  -0.0177
O  0.0036  0.0144  -0.0195
O  0.0015  -0.0107  -0.0256
O  -0.0029  -0.019  0.0039
O  0.0066  0.0084  -0.0227
O  -0.011  -0.0069  -0.023
O  0.0064  -0.0033  -0.0188
O  0  -0.0073  -0.0199
O  0.0045  0.0044  -0.0121
O  0.0062  0.0101  -0.0161
O  0.0019  0.0014  -0.0033
O  0.0039  0.0002  -0.0111
O  0.0011  0.0014  -0.0041
O  -0.0028  0.0001  -0.0642
O  -0.0011  -0.0063  -0.0169
O  0.0023  0.0029  -0.0234
O  0.0087  -0.006  -0.0201
O  -0.0058  -0.0052  -0.0184
O  0.0042  0.002  -0.011
O  0.0044  -0.0015  -0.0165
O  0.0035  -0.0001  -0.0046
O  -0.0107  -0.0099  -0.019
O  0.0006  0.0051  -0.0195
O  0.0041  0.0042  -0.0085
O  0.0083  -0.0052  -0.0219
O  -0.0082  -0.0002  -0.0099
O  -0.0115  -0.0013  -0.0266
O  0.0073  0.0096  -0.0216
O  0.0037  -0.0048  -0.0107
O  -0.0031  0.0046  -0.0281
O  0.0028  0.0004  -0.009
O  -0.0067  0.0089  -0.0271
O  -0.0142  -0.0071  -0.0266
O  0.0001  0.0036  -0.0259
O  0.0038  0.0074  -0.0164
O  0.0109  0.0049  -0.0144
O  -0.0087  -0.0184  -0.0357
O  0.013  -0.0099  -0.0228
O  0.0002  0.0072  -0.0108
O  0.0041  0.0059  -0.0207
O  -0.0053  -0.0025  -0.0193
O  0.001  0.0106  -0.0255
O  -0.0007  0.0004  -0.0081
O  -0.0019  0.0042  -0.0141
O  -0.0043  0.0039  -0.0216
O  -0.0012  0.0082  -0.0121
O  -0.0003  0.0064  -0.0152
O  0.0065  0.0013  -0.0137
O  0.0086  -0.0061  -0.0257
O  0.0064  -0.0019  -0.0205
O  0.0017  -0.0018  -0.0074
O  -0.0008  -0.0079  -0.0065
O  0.0105  -0.0043  -0.0283
O  -0.0102  -0.0066  -0.0291
O  -0.0162  -0.0147  -0.0196
O  0.0086  -0.008  -0.0209
O  0.0036  -0.0019  -0.0145
O  0.0002  -0.0007  -0.0065
O  -0.0077  -0.0071  -0.0194
O  0.0081  0.0025  -0.0142
O  0.005  0.0181  -0.0324
O  -0.0115  -0.014  -0.0497
O  0.0116  -0.0068  -0.0118
O  0.0039  0.0094  -0.0212
O  -0.0019  -0.0034  -0.0149
H  -0.3064  0.1641  -0.2991
H  0.1892  -0.5184  -0.186
H  0.5062  -0.128  -0.2438
H  -0.1556  0.4503  -0.2831
H  0.3563  -0.1336  -0.3205
H  -0.3055  0.3497  -0.2751
H  -0.491  0.2046  -0.1934
H  0.0393  -0.4388  -0.269
H  -0.1025  0.4825  -0.2631
H  0.4544  -0.18  -0.2456
H  0.3082  -0.242  -0.263
H  -0.377  0.2725  -0.3019
H  -0.3506  0.1751  -0.2929
H  0.2857  -0.3818  -0.2666
H  0.3451  -0.2604  -0.2718
H  -0.1425  0.3634  -0.2802
H  0.2793  -0.3279  0.3047
H  -0.4473  0.136  0.2267
H  -0.2771  0.3112  0.2617
H  0.2693  -0.2764  0.2719
H  0.237  -0.2805  0.2663
H  -0.2494  0.3857  0.2578
H  0.2971  -0.3259  0.2756
H  -0.2361  0.3612  0.237
H  0.2697  -0.2994  0.2689
H  -0.4066  0.2331  0.2186
H  0.4886  -0.1654  0.2143
H  -0.1882  0.3176  0.2784
H  0.1603  -0.4639  0.2099
H  -0.3304  0.2369  0.2864
H  0.2573  -0.3043  0.2906
H  -0.3797  0.2735  0.2323

The program warned: the cutoff lies below the one the program advises for these potential files; the forces do not sum to zero within the program's tolerance; empty levels may hold ghost states of the PAW files; the exchange-correlation potential is rough where the density is thin.
